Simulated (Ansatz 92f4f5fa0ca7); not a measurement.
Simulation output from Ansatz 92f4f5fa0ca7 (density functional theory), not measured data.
Periodic cell of 237 atoms, Si147O90, from a study of silicon, its oxide and their interface. The atomic structure is a simulated model.
Doubt: the cutoff is low for norm-conserving oxygen, so forces and energies are approximate.
Doubt: the program's own warning below bears on the result.
This geometry differs little from another in the collection (a relaxation step or a small displacement).

Settings: functional HSE06; potential files SPMS norm-conserving; basis plane waves; wave-function cutoff 800 eV; density cutoff ratio 4; exchange-correlation grid ratio 1; k mesh 1 x 1 x 1, Gamma-centred; occupations fixed; spin none; net charge 0.

Cell vectors (angstrom)
a	11.6015	0	0
b	0	10.938	0
c	0	0	32.0622

Atoms: element, x, y, z (angstrom)
Si	-0.1931	-0.0625	23.2839
Si	3.6705	0.2423	23.11
Si	7.5619	-0.104	23.4358
Si	1.6774	1.3967	23.3915
Si	5.74	1.4289	23.1976
Si	9.458	1.2431	23.3438
Si	0.1542	5.328	23.4537
Si	4.1303	5.3037	23.4109
Si	8.0181	5.5995	23.5773
Si	2.162	6.5781	23.3899
Si	5.9738	6.7736	23.5037
Si	9.9864	6.8571	23.6141
Si	1.9022	2.6745	25.369
Si	5.8249	2.6638	25.2718
Si	9.6397	2.6884	25.2669
Si	11.6023	4.019	25.3787
Si	3.8925	3.9857	25.3372
Si	7.7464	4.0804	25.3581
Si	1.9793	8.1619	25.2073
Si	5.773	8.2014	25.3592
Si	9.7082	8.2672	25.4336
Si	11.6343	9.5656	25.2742
Si	3.8583	9.6202	25.0974
Si	7.696	9.5439	25.3956
Si	11.6404	-0.0059	27.2186
Si	3.8876	-0.0422	27.1588
Si	7.7478	0.0086	27.2693
Si	1.9711	1.3237	27.27
Si	5.8131	1.34	27.2273
Si	9.6903	1.3442	27.2188
Si	11.5942	5.476	27.2388
Si	3.846	5.4402	27.2214
Si	7.7106	5.4742	27.2555
Si	1.9364	6.8445	27.1992
Si	5.7593	6.8169	27.2584
Si	9.6556	6.8165	27.2724
Si	1.9336	2.7345	29.1629
Si	5.8008	2.7345	29.1629
Si	9.6679	2.7345	29.1629
Si	0	4.1018	29.1629
Si	3.8672	4.1018	29.1629
Si	7.7343	4.1018	29.1629
Si	1.9336	8.2035	29.1629
Si	5.8008	8.2035	29.1629
Si	9.6679	8.2035	29.1629
Si	0	9.5708	29.1629
Si	3.8672	9.5708	29.1629
Si	7.7343	9.5708	29.1629
Si	0	0	31.0965
Si	3.8672	0	31.0965
Si	7.7343	0	31.0965
Si	1.9336	1.3673	31.0965
Si	5.8008	1.3673	31.0965
Si	9.6679	1.3673	31.0965
Si	0	5.469	31.0965
Si	3.8672	5.469	31.0965
Si	7.7343	5.469	31.0965
Si	1.9336	6.8362	31.0965
Si	5.8008	6.8362	31.0965
Si	9.6679	6.8362	31.0965
Si	1.9336	2.7345	0.9679
Si	5.8008	2.7345	0.9679
Si	9.6679	2.7345	0.9679
Si	0	4.1018	0.9679
Si	3.8672	4.1018	0.9679
Si	7.7343	4.1018	0.9679
Si	1.9336	8.2035	0.9679
Si	5.8008	8.2035	0.9679
Si	9.6679	8.2035	0.9679
Si	0	9.5708	0.9679
Si	3.8672	9.5708	0.9679
Si	7.7343	9.5708	0.9679
Si	11.6065	0.0191	2.9006
Si	3.8529	0.0102	2.9082
Si	7.7425	0.006	2.8943
Si	1.9302	1.3896	2.912
Si	5.8133	1.3474	2.8565
Si	9.6593	1.3741	2.9097
Si	11.5668	5.4888	2.8751
Si	3.878	5.485	2.8964
Si	7.7419	5.4985	2.8998
Si	1.9131	6.8074	2.8671
Si	5.8125	6.8447	2.8876
Si	9.6608	6.887	2.9383
Si	1.9192	2.8209	4.8103
Si	5.8453	2.7196	4.7512
Si	9.604	2.7732	4.8303
Si	11.5424	4.1197	4.7852
Si	3.923	4.0881	4.8032
Si	7.729	4.1923	4.8665
Si	1.8926	8.1342	4.799
Si	5.81	8.2482	4.7855
Si	9.6666	8.2997	4.8846
Si	11.6352	9.6405	4.8622
Si	3.819	9.4743	4.7751
Si	7.7308	9.659	4.878
Si	11.6073	0.2169	6.7535
Si	3.7693	-0.0555	6.625
Si	7.7139	0.0274	6.9117
Si	2.0623	1.4908	6.7441
Si	5.7228	1.2632	6.6135
Si	9.6532	1.4954	6.8302
Si	11.5219	5.4835	6.7062
Si	3.9787	5.4097	6.7719
Si	7.7266	5.6505	6.8146
Si	1.973	6.6233	6.6456
Si	5.8043	6.9564	6.7404
Si	9.746	7.0197	6.8913
O	9.9786	7.977	8.2498
O	7.6182	9.8976	8.1973
O	7.3903	4.7307	8.1492
O	3.4322	10.3411	8.1651
O	2.0427	7.5257	8.0072
O	4.0353	4.5303	8.1889
O	9.828	2.4352	8.1902
O	2.6459	2.3087	8.0956
O	11.3754	4.5728	8.0723
O	5.3653	2.2987	7.8391
O	5.8288	7.9273	8.0884
O	11.3476	10.2647	8.1003
O	11.2769	10.0523	21.8388
O	3.2524	10.7367	21.5481
O	5.902	7.7288	22.1565
O	4.2556	4.446	21.986
O	7.671	9.7355	22.1844
O	10.24	7.696	22.221
O	1.5503	2.3976	22.0861
O	5.9539	2.4573	21.8995
O	8.3719	4.7389	22.2163
O	-0.0556	4.473	22.0393
O	2.4121	7.3347	21.9522
O	9.1696	1.8893	21.8507
Si	1.8927	7.784	9.5707
Si	5.0332	0.5392	17.6988
Si	2.5244	5.4496	13.9639
Si	10.6125	3.8543	14.061
Si	8.2604	2.4337	15.236
Si	9.5299	2.293	20.3288
Si	10.5037	3.6412	9.0598
Si	0.0253	2.3058	11.5492
Si	11.0385	8.1171	15.3025
Si	5.1551	6.9373	13.9764
Si	5.7669	2.5984	11.1002
Si	8.5972	7.7007	19.3983
Si	8.0791	4.882	20.638
Si	5.9292	9.5998	15.2114
Si	2.1196	7.6151	20.3908
Si	1.9457	4.9145	18.7966
Si	4.4918	3.41	18.048
Si	8.5411	8.9417	16.8047
Si	0.8044	9.4805	13.2135
Si	9.9024	10.6485	11.6582
Si	5.3527	3.7081	21.033
Si	0.6619	5.5383	16.2113
Si	10.7712	9.1353	9.0921
Si	6.5954	8.9061	21.2908
Si	7.1287	7.0659	11.4704
Si	2.6598	0.7406	12.1387
Si	10.8782	8.6613	21.0921
Si	5.9708	4.2935	15.616
Si	7.1192	0.5039	12.9548
Si	4.078	2.9465	8.5794
Si	0.8858	6.7244	11.8511
Si	6.5614	9.0017	9.0688
Si	0.6423	3.3183	21.1253
Si	9.8323	6.4688	12.8349
Si	7.7014	4.5151	9.7206
Si	3.9738	10.0651	20.2453
Si	4.2678	3.0219	13.4909
Si	3.8538	10.0121	9.6986
Si	8.0622	0.8064	18.0038
O	11.5059	3.1534	12.9156
O	9.3119	4.4389	9.824
O	8.785	3.6536	19.8968
O	4.0706	-0.1044	18.8299
O	11.4321	4.5373	15.2686
O	9.8671	9.8127	10.2578
O	3.7161	1.5558	13.0671
O	0.6212	9.0793	14.7693
O	6.4806	0.8779	18.3645
O	4.7632	3.1682	19.6327
O	6.2527	1.1791	11.7474
O	0.5038	8.58	9.8047
O	5.6098	4.2451	17.204
O	8.4716	7.13	12.3413
O	4.4343	2.6457	10.1403
O	2.1318	5.6423	15.5218
O	3.3946	0.0824	10.8608
O	5.943	7.1635	12.5696
O	2.3286	6.3538	19.4149
O	0.7302	5.0095	17.733
O	8.4184	10.7065	12.3095
O	5.4633	10.008	9.6858
O	0.5887	8.1156	20.3204
O	9.7716	2.6866	14.7756
O	1.9642	10.5848	13.102
O	9.9242	9.0323	15.993
O	6.2298	10.3932	13.8222
O	7.5545	1.6297	14.028
O	1.6134	3.9547	20.0313
O	5.7698	5.7565	14.9345
O	7.3066	8.9545	15.7727
O	1.4939	1.6612	11.5314
O	7.1733	8.2452	10.3591
O	4.3283	1.9552	17.3462
O	7.0314	3.1545	10.2652
O	11.6092	7.0122	16.3221
O	8.4546	10.2083	17.7748
O	3.2026	8.5787	10.061
O	7.5142	3.8538	15.4494
O	3.1584	4.2895	17.9541
O	2.9692	3.9499	13.6216
O	1.2834	8.1945	12.3797
O	1.2436	5.6896	13.0234
O	5.0218	8.3222	14.8105
O	11.137	2.4735	20.2955
O	10.9585	9.9669	12.6737
O	5.3273	3.5276	12.361
O	5.0567	3.1497	14.8959
O	6.4634	4.7998	20.5488
O	8.2904	1.6317	16.6337
O	10.4257	1.2236	11.4306
O	10.8986	6.5536	11.6154
O	3.1867	8.7106	19.8901
O	1.7277	6.4552	10.4904
O	7.2051	8.2917	19.9439
O	8.5457	7.6425	17.7797
O	3.6603	6.5065	13.5684
O	9.6463	4.9439	13.3401
O	5.4851	9.9386	20.7857
O	10.3768	7.3457	14.0593
O	8.7205	6.1989	19.9755
O	7.0851	5.6807	10.6443
O	5.237	10.5355	16.3693
O	9.0122	1.2448	19.2271
O	11.531	3.1916	10.2089
O	9.7707	8.6931	19.9142

Results
free energy: -56969.611 eV
free energy less fixed offsets of O -447.96, Si -113.29 eV per atom: 0.419 eV
gap between the highest filled and lowest empty level on this k mesh: 1.485 eV

The program warned: the cutoff lies below the one the program advises for these potential files; the model core charge is not resolved on the grid; the forces do not sum to zero within the program's tolerance; the exchange-correlation potential is rough where the density is thin.
